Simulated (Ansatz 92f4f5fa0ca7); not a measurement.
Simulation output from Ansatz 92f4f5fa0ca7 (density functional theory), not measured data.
Periodic cell of 252 atoms, Si132O88H32, with a vacuum gap, from a study of silicon, its oxide and their interface. The atomic structure is a simulated model.

Settings: functional r2SCAN; potential files Ansatz PAW; basis plane waves; wave-function cutoff 800 eV; density cutoff ratio 5; exchange-correlation grid ratio 1; k mesh 1 x 1 x 1, shifted by 0.5 0.5 0 of a step; self-consistency stop 1e-11 eV per atom in the density residual; occupations fixed; spin none; net charge 0; applied field sawtooth along c, amplitude -0.015 V/angstrom in the program's sign convention, ramp centred at 0.9888 of c and 0.0225 of c wide, no dipole correction.

Cell vectors (angstrom)
a  10.888  0  0
b  0  10.888  0
c  0  0  44.5076

Atoms: element, x, y, z (angstrom)
Si  -0.0685  0.2645  30.5564
Si  2.435  3.0984  30.9359
Si  0.1666  5.2336  30.8932
Si  3.1025  8.0067  30.8613
Si  5.6618  -0.1771  31.1874
Si  8.4399  2.3597  30.7506
Si  5.1363  5.6476  30.852
Si  7.867  8.5849  30.8087
Si  1.3553  1.3794  32.0963
Si  4.0361  4.1631  32.2663
Si  1.3919  6.8652  32.0754
Si  4.1401  9.4503  32.3716
Si  6.9507  1.364  32.2981
Si  9.5138  3.9973  32.1214
Si  6.8172  6.8256  32.0333
Si  9.5985  9.6238  32.0088
Si  -0.0044  2.6882  33.528
Si  2.7013  0.0171  33.5001
Si  0.0052  8.2175  33.4069
Si  2.6793  5.519  33.5812
Si  5.4736  2.758  33.5096
Si  8.2974  -0.0177  33.5832
Si  5.5335  8.0827  33.6111
Si  8.1553  5.4351  33.4089
Si  1.3414  4.0869  34.8704
Si  4.0942  1.3725  34.8395
Si  1.3332  9.5524  34.8458
Si  4.0959  6.8014  34.9382
Si  6.814  4.1264  34.8563
Si  9.573  1.3668  34.9397
Si  6.8824  9.5008  34.8936
Si  9.5327  6.8128  34.7664
Si  0.0203  0.0034  36.2722
Si  2.7305  2.7308  36.2152
Si  -0.0265  5.46  36.1853
Si  2.7151  8.2036  36.2117
Si  5.4594  -0.0085  36.1876
Si  8.1679  2.7417  36.2183
Si  5.4533  5.4317  36.2621
Si  8.2086  8.1309  36.2311
Si  1.3773  1.3788  37.6025
Si  4.0904  4.0681  37.5927
Si  1.3553  6.8114  37.5382
Si  4.08  9.5504  37.5703
Si  6.8017  1.3586  37.5515
Si  9.5222  4.1037  37.5737
Si  6.8113  6.806  37.6001
Si  9.5339  9.5187  37.5917
Si  0.0033  2.7546  6.9462
Si  2.7269  0.0103  6.9453
Si  0.0155  8.1623  6.9127
Si  2.7214  5.4616  6.9064
Si  5.4433  2.6881  6.9255
Si  8.1362  -0.0125  6.9255
Si  5.4189  8.1731  6.9346
Si  8.1563  5.4276  6.9438
Si  1.3998  4.1174  8.2987
Si  4.0855  1.3542  8.3006
Si  1.3637  9.5141  8.2805
Si  4.0464  6.8192  8.3031
Si  6.7768  4.0586  8.2819
Si  9.4933  1.3708  8.2609
Si  6.7565  9.5297  8.3074
Si  9.537  6.8088  8.2465
Si  -0.0269  -0.0072  9.5792
Si  2.7775  2.7487  9.6579
Si  0.0444  5.5201  9.6155
Si  2.6962  8.181  9.7023
Si  5.371  -0.0215  9.6985
Si  8.1205  2.7016  9.6499
Si  5.3923  5.4098  9.6227
Si  8.1389  8.1209  9.5884
Si  1.3783  1.3451  10.8875
Si  4.1067  4.1014  11.1063
Si  1.3214  6.873  11.0994
Si  4.0243  9.5082  11.1229
Si  6.7011  1.3624  11.0314
Si  9.5655  4.1223  10.853
Si  6.7947  6.7221  10.9321
Si  9.4639  9.5172  10.9008
Si  0.0114  2.7412  12.147
Si  2.5871  0.038  12.4297
Si  -0.1165  8.2802  12.4029
Si  2.6623  5.455  12.4431
Si  5.4789  2.7307  12.5495
Si  8.0652  -0.0734  12.2623
Si  5.4714  8.0535  12.3327
Si  8.2076  5.3659  12.2617
Si  1.4256  3.8439  13.6503
Si  3.6939  1.6534  13.7198
Si  0.7675  10.0635  13.7274
Si  4.141  6.7372  13.7418
Si  7.3919  3.695  13.7292
Si  9.4858  1.3782  13.3543
Si  6.996  9.2265  13.6542
Si  9.1913  7.0113  13.6025
Si  25.2083  -12.4839  17.8019
Si  -11.4932  4.6427  21.0074
Si  10.6699  31.2043  23.1873
Si  15.6111  12.6844  24.0683
Si  8.3912  -2.7322  27.7471
Si  4.8559  1.8333  16.4116
Si  -10.7575  16.5936  15.6739
Si  19.3885  32.0427  21.226
Si  -9.4736  16.7256  25.9437
Si  -6.9791  3.8877  22.1456
Si  6.283  14.4517  28.6952
Si  13.0729  -0.8406  28.5243
Si  7.5921  16.8846  24.0779
Si  13.938  19.3459  25.9733
Si  10.2139  5.7366  27.9611
Si  5.7026  4.8286  15.8594
Si  -4.0921  16.7991  18.5385
Si  3.8404  9.8987  20.5166
Si  -4.6223  21.0912  16.5787
Si  9.6509  17.0247  18.339
Si  17.0158  27.5785  21.532
Si  11.702  -9.5665  23.0799
Si  25.4309  20.676  23.3666
Si  -13.5986  -6.783  26.518
Si  -4.8176  30.6938  22.0497
Si  4.0994  1.506  28.9464
Si  -2.0405  13.1309  22.0462
Si  2.1338  29.8755  15.486
Si  -2.8525  8.6278  18.5045
Si  6.189  40.7208  25.819
Si  13.837  -20.7171  18.591
Si  12.716  2.684  20.5688
Si  -0.4175  -4.3006  23.472
Si  -13.2172  20.7121  25.3923
Si  18.5524  1.7664  24.7454
Si  2.4255  14.2062  24.6242
O  0.7787  -0.2644  29.2016
O  -4.4328  -5.5684  20.0139
O  10.2496  -5.1166  29.572
O  -8.1647  8.9615  29.5974
O  -2.4112  8.2512  29.3413
O  -4.2105  9.6576  30.4522
O  12.6036  1.6012  21.7699
O  -12.3753  17.864  27.3385
O  26.8456  8.9833  23.3155
O  23.0966  2.175  24.3519
O  13.66  30.9386  24.5454
O  -14.9313  29.3073  18.6875
O  5.5882  4.7078  29.5977
O  7.5404  13.7916  29.4946
O  -1.5011  7.7501  18.2102
O  8.082  -2.7928  14.134
O  1.3028  -4.1408  15.3378
O  5.066  14.2428  15.9559
O  -4.5475  20.7329  15.007
O  6.3672  6.8211  24.7668
O  10.7512  -5.2644  17.2686
O  20.6532  20.1124  24.5146
O  16.9773  12.3238  24.8178
O  -4.7089  0.9389  16.7395
O  3.266  14.2975  20.7416
O  11.7176  21.5258  23.4555
O  13.5778  8.1399  16.9883
O  31.7193  -1.0107  21.8123
O  -2.6412  5.3844  18.0541
O  -2.0309  9.5139  26.9701
O  -7.8295  13.4574  29.539
O  9.6855  -4.6294  14.9647
O  4.138  11.941  15.1794
O  17.9786  -5.6305  22.7203
O  -9.6165  9.4213  15.1507
O  3.9501  0.4573  23.6274
O  1.7256  1.9564  19.1231
O  2.1627  9.2247  27.11
O  -7.099  24.377  25.1158
O  24.3699  17.808  25.8528
O  28.6298  26.1238  27.4068
O  18.0047  -6.3386  15.1131
O  27.1849  9.7457  20.8348
O  6.9049  29.5132  27.2477
O  37.3086  27.0671  21.8856
O  8.4738  13.374  14.1153
O  -11.1804  5.3947  22.3955
O  -8.3214  -8.1109  14.122
O  9.5066  15.2814  27.3919
O  15.737  0.6796  30.0897
O  -10.636  38.7775  24.8591
O  -2.6163  20.4403  19.8035
O  -3.2981  31.3945  17.3045
O  -0.834  5.7563  19.8583
O  -10.2713  -17.4648  15.0093
O  13.4295  10.6565  17.7044
O  22.4495  14.6655  20.6004
O  9.0353  25.3769  21.1779
O  8.3482  11.8834  21.1235
O  14.3355  19.7295  19.3578
O  7.063  -1.6353  25.1571
O  14.8389  12.8479  17.7314
O  8.1661  24.3592  26.0303
O  1.3139  4.17  30.4158
O  -1.2789  12.2243  30.1529
O  -6.0689  5.8093  14.9178
O  10.5524  0.3477  14.1451
O  -5.0969  27.2385  17.35
O  -7.521  7.9997  14.4521
O  7.8699  2.4816  23.3096
O  15.7962  2.7515  22.7568
O  -8.9147  15.2341  25.7474
O  -6.2239  8.4508  26.1862
O  7.4642  9.6645  22.3237
O  -22.4266  34.4996  22.7242
O  13.8913  9.6324  21.8796
O  4.1053  6.8177  30.3123
O  -13.2253  22.2236  24.8864
O  2.7229  -6.7701  23.2346
O  -7.2072  0.5009  19.928
O  -10.5406  -13.8504  22.9463
O  3.2072  22.1656  28.1717
O  -4.6199  7.3999  21.5947
O  5.2432  35.0629  28.2055
O  15.816  20.4475  17.2408
O  -2.7569  4.9637  25.1707
O  8.881  17.7779  23.6702
O  0.8378  16.756  27.4446
H  2.1934  0.5513  38.5349
H  0.556  2.2011  38.5349
H  3.2759  4.8972  38.5251
H  4.904  3.2382  38.5251
H  2.182  5.9945  38.4706
H  0.5369  7.6366  38.4706
H  3.2566  10.3706  38.5027
H  4.8901  8.717  38.5027
H  7.6123  0.5258  38.4839
H  5.9711  2.1715  38.4839
H  10.35  3.288  38.5061
H  8.6877  4.9126  38.5061
H  7.6229  5.9742  38.5325
H  5.982  7.6203  38.5325
H  8.7  10.3282  38.5241
H  10.3597  8.7009  38.5241
H  0.8245  1.9323  6.0138
H  -0.8245  3.5704  6.0138
H  1.9108  0.8378  6.0128
H  3.5502  -0.8099  6.0128
H  -0.8103  8.9801  5.9802
H  0.8339  7.3371  5.9802
H  1.8947  6.2784  5.9739
H  3.5359  4.6325  5.9739
H  6.2738  1.8752  5.9931
H  4.6297  3.5181  5.9931
H  8.9701  -0.822  5.9931
H  7.3256  0.8203  5.9931
H  4.6087  9.0064  6.0021
H  6.2482  7.3589  6.0021
H  8.9908  4.6187  6.0114
H  7.3446  6.2594  6.0114

Results
free energy: -135126.304 eV
free energy less fixed offsets of H -15.71, O -570.45, Si -639.56 eV per atom: -2.064 eV

Forces (eV/angstrom), in the order of the atoms: element, x, y, z
Si  0.0057  -0.0007  -0.0187
Si  0.01  0.0004  -0.0202
Si  -0.0029  0.0059  -0.0287
Si  0.002  0.0098  -0.0229
Si  -0.0095  0.0029  -0.0184
Si  -0.0108  0.002  -0.021
Si  -0.0018  -0.0102  -0.0208
Si  0.0036  -0.0038  -0.0296
Si  -0.0015  0.0067  -0.0063
Si  -0.0054  0.0036  -0.0142
Si  0.0052  -0.0062  -0.0121
Si  0.0087  -0.0023  -0.0101
Si  0.0041  -0.0055  -0.0076
Si  0.0039  -0.0041  -0.0092
Si  -0.0043  0.0071  -0.0129
Si  -0.0061  0.0034  -0.0071
Si  0.0065  -0.0093  0.0041
Si  -0.0023  -0.0052  0.0162
Si  0.007  0.0043  0.0147
Si  0.0159  -0.0014  0.0076
Si  -0.0008  0.0081  0.0149
Si  -0.005  0.0051  0.0092
Si  -0.0109  -0.0018  0.0069
Si  -0.0111  0.0019  0.0151
Si  0.0089  0.0019  0.0175
Si  0.0027  0.0048  0.0166
Si  0.0107  0.0123  0.0157
Si  0.0011  0.0019  0.0036
Si  -0.0082  -0.0138  0.0147
Si  -0.0042  0.0028  0.014
Si  -0.007  0.0051  0.0175
Si  -0.0007  0.0037  0.0272
Si  0.0359  -0.0321  0.1966
Si  0.0055  -0.0151  0.1811
Si  0.0118  -0.0072  0.1885
Si  0.0029  -0.0127  0.1617
Si  -0.0026  0.0019  0.1731
Si  -0.0261  0.0207  0.1631
Si  -0.0079  0.0177  0.1883
Si  -0.0001  -0.0051  0.1942
Si  0.0739  -0.084  0.3004
Si  0.0245  -0.0112  0.3697
Si  -0.0152  0.0735  0.2499
Si  -0.0079  -0.0162  0.2471
Si  -0.0091  0.0594  0.2773
Si  -0.0811  0.0515  0.2665
Si  0.0594  -0.0713  0.2803
Si  0.1183  -0.0942  0.3822
Si  -0.0365  -0.0287  -0.1711
Si  -0.1112  -0.0278  -0.3325
Si  -0.0658  0.0439  -0.4529
Si  0.0272  -0.0132  -0.2928
Si  0.0406  0.0479  -0.3739
Si  0.0046  0.0672  -0.2345
Si  -0.0552  0.0218  -0.2282
Si  0.0241  -0.0053  -0.3758
Si  0.0056  -0.0261  -0.1861
Si  -0.0202  0.0231  -0.1948
Si  -0.0183  0.0355  -0.1725
Si  0.015  -0.0041  -0.1818
Si  -0.0154  0.0145  -0.174
Si  0.0101  -0.0066  -0.1665
Si  0.0254  -0.0102  -0.1884
Si  -0.0162  0.0126  -0.1821
Si  -0.0082  -0.0024  0
Si  -0.0095  0.0003  -0.0124
Si  -0.0014  0.0055  -0.0221
Si  -0.0106  -0.0136  -0.0332
Si  0.0044  -0.0068  -0.0251
Si  0.0098  -0.0026  -0.0173
Si  0.0108  0.006  -0.0175
Si  0.0027  -0.0043  -0.0059
Si  -0.0064  -0.0043  -0.0071
Si  0.0063  -0.0013  -0.0067
Si  -0.0049  0  -0.0105
Si  -0.003  0.0051  -0.0112
Si  0.0066  0.0094  -0.0137
Si  -0.0081  -0.0003  -0.0084
Si  0.0038  -0.0033  -0.0055
Si  0.0073  0.0045  -0.0083
Si  0.0054  -0.0016  0.0167
Si  -0.004  0.0102  0.0186
Si  -0.0067  0.0032  0.0128
Si  0.0013  -0.0024  0.0179
Si  -0.0058  0.0011  0.0159
Si  0.002  -0.0074  0.0189
Si  0.0048  -0.0041  0.0147
Si  0.0018  0.006  0.0226
Si  0.0022  -0.0054  -0.0316
Si  -0.0054  0.0027  -0.0438
Si  0.0006  -0.001  -0.0391
Si  -0.0049  0.0048  -0.0368
Si  0.0027  -0.0013  -0.0377
Si  0.0022  0.002  -0.0197
Si  0.0073  -0.0035  -0.0388
Si  0.0019  0.0024  -0.039
Si  0.0008  -0.0109  -0.0682
Si  0.0008  0.0108  -0.0704
Si  0.0022  0.0084  -0.048
Si  -0.0032  -0.0004  -0.0468
Si  -0.0081  0.0052  -0.0592
Si  0.0038  0.003  -0.067
Si  0.0033  0.0007  -0.0638
Si  -0.0099  -0.0091  -0.0599
Si  0.0012  -0.008  -0.0597
Si  -0.0013  0.006  -0.0538
Si  0.0011  0.0069  -0.0573
Si  0.0117  -0.0102  -0.0666
Si  -0.002  0.0002  -0.0637
Si  0.0094  -0.0039  -0.0647
Si  0.0054  -0.0014  -0.0695
Si  0.0008  -0.0024  -0.07
Si  -0.0053  -0.0006  -0.0741
Si  -0.0052  0.0023  -0.067
Si  -0.0031  0.0072  -0.0736
Si  0.0097  -0.0005  -0.0752
Si  -0.0011  -0.0014  -0.0678
Si  0.0012  0.0027  -0.0514
Si  0.0067  0.0011  -0.0598
Si  0.0033  -0.0056  -0.0704
Si  0.0003  0.002  -0.0527
Si  0.0032  -0.0017  -0.0395
Si  0.0054  0.0015  -0.0525
Si  -0.0073  0.0039  -0.0591
Si  -0.0049  -0.0049  -0.0668
Si  -0.0032  -0.0026  -0.0623
Si  0.0154  -0.0006  -0.0691
Si  0.0001  -0.0041  -0.0682
Si  -0.001  -0.0026  -0.0504
Si  0.0066  0.0073  -0.0638
Si  -0.0067  -0.001  -0.0616
Si  0.0008  -0.0076  -0.0514
O  -0.0233  0.0105  0.037
O  -0.0072  -0.0025  0.0535
O  0.0077  -0.0052  0.056
O  0.0031  -0.0157  0.032
O  -0.0056  0.0045  0.0598
O  0.0033  0  0.0167
O  -0.0073  -0.0076  0.0347
O  0.002  0.0013  0.0238
O  -0.0102  0.0006  0.0259
O  0.006  0.0089  0.0229
O  -0.0045  -0.0124  0.0439
O  -0.0005  -0.0008  0.0209
O  -0.0072  0.0166  0.0318
O  0.0203  -0.0103  0.0345
O  -0.0033  0.0044  0.0177
O  -0.0044  0.0045  0.0084
O  -0.0019  -0.0007  0.0211
O  -0.0031  -0.0053  0.0225
O  -0.0079  0.0095  0.0488
O  -0.0066  0.0065  0.0257
O  -0.0177  0.0025  0.0496
O  -0.0154  0.0021  0.0336
O  0.0083  0.0005  0.0154
O  0.0007  -0.0033  0.0197
O  0.0102  0.0056  0.0299
O  0.0005  -0.004  0.0213
O  0.0116  0.011  0.0367
O  0.0125  -0.0045  0.0322
O  -0.0005  0.0014  0.029
O  -0.0005  -0.0136  0.0378
O  -0.0117  0.0077  0.0311
O  0.0123  -0.0086  0.0333
O  0.0111  0.0012  0.0432
O  0.0113  0.0026  0.0382
O  0.0084  -0.0068  0.0275
O  0.0048  0.0066  0.02
O  -0.004  0.0115  0.0379
O  -0.0109  0.0197  0.044
O  -0.0018  -0.0002  0.0238
O  -0.0017  0.0024  0.0157
O  -0.0161  -0.0075  0.0423
O  -0.0116  0.0061  0.032
O  0.0086  -0.0081  0.0304
O  0.0155  -0.0025  0.0357
O  -0.0038  -0.0054  0.0202
O  -0.0041  0.0008  0.018
O  0.0007  0.0182  0.0413
O  0.0024  -0.0003  0.0137
O  0.005  0.006  0.0255
O  0.0092  -0.0086  0.0261
O  0.0165  -0.0072  0.0384
O  0.0061  0.0198  0.0501
O  0.0135  -0.0126  0.0374
O  0.0067  -0.0171  0.0471
O  -0.0069  0.0117  0.0274
O  0  0.0086  0.0267
O  -0.0031  0.0014  0.0198
O  -0.0059  -0.0119  0.0256
O  0.0031  0.0097  0.0128
O  0.0038  0.0057  0.0454
O  -0.0005  -0.0033  0.0197
O  -0.0178  -0.0055  0.0366
O  0.0046  0.0152  0.034
O  -0.0031  0.0008  0.0121
O  0  0.0008  0.0146
O  0.0119  -0.0103  0.027
O  0.0021  -0.0037  0.0079
O  0.0116  0.0127  0.0469
O  -0.0109  0.0052  0.0278
O  -0.0101  -0.0034  0.037
O  0.0017  -0.0114  0.0285
O  -0.0049  0.0149  0.0283
O  -0.0039  0.0001  0.0219
O  -0.0006  -0.0007  0.0217
O  0.0054  -0.0032  0.0213
O  -0.0017  -0.001  0.0431
O  -0.0004  0.0012  0.012
O  -0.0001  -0.005  0.0205
O  -0.0097  -0.0036  0.036
O  0.0055  -0.0076  0.0368
O  -0.0029  -0.0019  0.0219
O  0.0008  0.005  0.0198
O  -0.0001  0.0033  0.0189
O  -0.0043  -0.0018  0.0207
O  -0.0139  -0.0046  0.0265
O  0.0033  -0.0175  0.0403
O  -0.0051  -0.0002  0.0195
O  -0.0146  -0.0004  0.0405
H  -0.2713  0.3832  -0.2267
H  0.2824  -0.2609  -0.2815
H  0.2598  -0.2721  -0.2528
H  -0.3549  0.2889  -0.2354
H  -0.2813  0.239  -0.3006
H  0.3028  -0.3375  -0.2571
H  0.3695  -0.2611  -0.2796
H  -0.2686  0.2673  -0.2865
H  -0.2546  0.3034  -0.288
H  0.3106  -0.3238  -0.2663
H  -0.2426  0.2981  -0.2997
H  0.336  -0.3118  -0.2576
H  -0.3258  0.3342  -0.2245
H  0.3154  -0.2095  -0.2853
H  0.2459  -0.3064  -0.2734
H  -0.3124  0.3446  -0.2008
H  -0.2673  0.2699  0.2869
H  0.3865  -0.2613  0.266
H  0.2491  -0.3072  0.2633
H  -0.2928  0.3421  0.2617
H  0.327  -0.2162  0.2508
H  -0.338  0.3268  0.2614
H  0.3186  -0.3436  0.2667
H  -0.1842  0.3137  0.2845
H  -0.3503  0.3372  0.2552
H  0.1997  -0.3025  0.2827
H  -0.3208  0.185  0.3103
H  0.3038  -0.3824  0.253
H  0.2753  -0.3673  0.2506
H  -0.2731  0.2418  0.2967
H  -0.3962  0.2702  0.2366
H  0.2516  -0.279  0.2729

The program warned: the cutoff lies below the one the program advises for these potential files; the forces do not sum to zero within the program's tolerance; empty levels may hold ghost states of the PAW files; the exchange-correlation potential is rough where the density is thin.
